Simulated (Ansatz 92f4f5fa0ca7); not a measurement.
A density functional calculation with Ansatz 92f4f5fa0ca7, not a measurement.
Periodic cell of 264 atoms, Si154O98As12, from a study of silicon, its oxide and their interface. The atomic structure is a simulated model.
Doubt: the cutoff is far below the 930 eV that the study's wrapper takes by default for these files, so forces and energies are approximate.
This geometry differs little from another in the collection (a relaxation step or a small displacement).

Settings: functional PBE; potential files Ansatz PAW; basis plane waves; wave-function cutoff 580 eV; density cutoff ratio 5; exchange-correlation grid ratio 1; k mesh 1 x 1 x 1, Gamma-centred; self-consistency stop 5e-08 eV per atom in the density residual; occupations fixed; spin none; net charge 0.

Cell vectors (angstrom)
a	11.6015	0	0
b	0	13.3963	0
c	0	0	31.2021

Atoms: element, x, y, z (angstrom)
Si	-0.3158	0.0312	24.4075
As	3.8193	0.0102	24.2133
As	7.6903	-0.0521	24.4021
As	1.9169	3.3457	24.2256
Si	5.9558	3.0916	24.4445
As	9.664	3.3976	24.3259
As	-0.0014	6.65	24.2031
Si	3.7815	6.6599	24.531
Si	7.8049	6.7132	24.4552
Si	1.9147	10.1829	24.2777
Si	5.8352	10.0908	24.6371
As	9.619	10.051	24.2321
Si	-0.0284	2.2597	25.2558
Si	3.8547	2.1956	25.2368
Si	7.8602	2.1529	25.457
Si	1.8626	5.5296	25.3393
Si	5.8268	5.478	25.0634
Si	9.7103	5.5958	25.3362
Si	-0.0061	8.934	25.1542
Si	3.8162	8.9636	25.2158
Si	7.7757	8.931	25.3537
Si	1.8094	12.3771	25.1574
Si	5.7127	12.3493	25.3797
Si	9.5536	12.1775	25.418
Si	0.0101	2.2106	27.6254
Si	3.8768	2.2297	27.6143
Si	7.7736	2.2175	27.7686
Si	1.9159	5.5595	27.6824
Si	5.7978	5.5423	27.5168
Si	9.673	5.5927	27.681
Si	0.0226	8.9356	27.5623
Si	3.8449	8.9415	27.6069
Si	7.741	8.8979	27.6938
Si	1.8652	12.2997	27.5703
Si	5.7501	12.2818	27.7113
Si	9.6228	12.2349	27.738
Si	1.945	1.1132	28.4229
Si	5.7972	1.1196	28.4555
Si	9.7022	1.0857	28.4684
Si	-0.0133	4.4414	28.4514
Si	3.8809	4.455	28.4161
Si	7.7225	4.4843	28.4369
Si	1.931	7.8136	28.4226
Si	5.7762	7.777	28.3949
Si	9.702	7.826	28.4425
Si	-0.0142	11.1413	28.4314
Si	3.7938	11.1668	28.4247
Si	7.6852	11.133	28.4671
Si	1.9336	1.1164	30.8071
Si	5.8008	1.1164	30.8071
Si	9.6679	1.1164	30.8071
Si	0	4.4654	30.8071
Si	3.8672	4.4654	30.8071
Si	7.7343	4.4654	30.8071
Si	1.9336	7.8145	30.8071
Si	5.8008	7.8145	30.8071
Si	9.6679	7.8145	30.8071
Si	0	11.1635	30.8071
Si	3.8672	11.1635	30.8071
Si	7.7343	11.1635	30.8071
Si	0	0	0.3944
Si	3.8672	0	0.3944
Si	7.7343	0	0.3944
Si	1.9336	3.3491	0.3944
Si	5.8008	3.3491	0.3944
Si	9.6679	3.3491	0.3944
Si	0	6.6981	0.3944
Si	3.8672	6.6981	0.3944
Si	7.7343	6.6981	0.3944
Si	1.9336	10.0472	0.3944
Si	5.8008	10.0472	0.3944
Si	9.6679	10.0472	0.3944
Si	0.0396	-0.0189	2.7869
Si	3.8729	-0.0048	2.7614
Si	7.7911	0.0086	2.7633
Si	1.947	3.3551	2.7538
Si	5.8189	3.3401	2.7596
Si	9.6777	3.3428	2.7579
Si	0.0032	6.7144	2.7822
Si	3.8685	6.6846	2.7551
Si	7.7317	6.7056	2.7709
Si	1.9039	10.0613	2.766
Si	5.8073	10.0608	2.7383
Si	9.6485	10.046	2.8111
Si	0.0227	2.2322	3.5298
Si	3.8783	2.2273	3.5365
Si	7.752	2.2355	3.5681
Si	1.9341	5.5828	3.5585
Si	5.8038	5.5721	3.5463
Si	9.6699	5.5739	3.5335
Si	-0.0111	8.942	3.6262
Si	3.8615	8.9463	3.4355
Si	7.6884	8.9232	3.6077
Si	1.9701	12.2718	3.6308
Si	5.8406	12.3053	3.4889
Si	9.7081	12.2789	3.6283
Si	0.0614	2.2727	5.8812
Si	3.8846	2.2159	5.8818
Si	7.7234	2.2698	5.9337
Si	1.9485	5.5361	5.9186
Si	5.7805	5.5171	5.9057
Si	9.6508	5.5213	5.8833
Si	-0.0261	8.9309	6.0363
Si	3.835	8.9769	5.7516
Si	7.593	8.9374	6.0024
Si	1.9936	12.3398	6.0408
Si	5.8908	12.3506	5.8226
Si	9.6789	12.2763	6.0308
As	1.9655	1.1972	6.9843
As	5.8113	1.13	6.9306
Si	9.718	1.181	6.7424
As	0.0033	4.461	6.9507
As	3.8707	4.3916	6.9377
As	7.7173	4.4616	6.9692
Si	1.9869	7.8273	6.6524
Si	5.5693	7.7356	6.7599
Si	9.5657	7.7811	6.6642
Si	0.0629	11.1887	6.8833
Si	4.0284	11.1811	6.6775
As	7.6974	11.1921	6.9625
O	9.9139	1.3455	8.4008
O	4.4783	11.0314	8.2847
O	9.4211	7.678	8.3217
O	5.03	7.5786	8.3659
O	2.3367	8	8.2827
O	7.4936	14.7191	13.1172
O	6.0187	10.165	22.9967
O	3.4399	6.6994	22.8962
O	10.6067	13.3511	22.8555
O	2.0124	10.4814	22.6067
O	6.342	2.5276	22.8977
O	8.0628	6.7925	22.7968
Si	7.2503	7.0464	21.4024
Si	4.2214	7.094	21.529
Si	0.103	10.5026	10.0342
Si	-1.069	3.9752	17.6436
Si	9.0495	12.3196	18.9506
Si	-7.9943	19.0748	16.1874
Si	1.8706	-2.182	21.1552
Si	0.2452	13.5444	15.1002
Si	9.9078	13.925	21.4785
Si	9.7044	8.474	9.6945
Si	-3.1842	4.816	13.8367
Si	12.2264	10.6739	16.0159
Si	8.2474	5.6879	18.6927
Si	3.088	10.4868	14.31
Si	5.6737	0.8758	19.3575
Si	10.8288	8.0908	14.8214
Si	6.1907	17.17	19.3944
Si	-2.2989	7.2536	12.4723
Si	5.8182	9.6071	21.4949
Si	12.1941	5.3225	15.2572
Si	8.1631	6.9843	16.0172
Si	3.5907	5.3784	19.2082
Si	16.6717	3.1062	15.0628
Si	-3.6975	15.4706	14.5022
Si	5.7592	4.0143	12.3067
Si	-1.9997	14.6598	16.771
Si	6.3956	12.0946	17.5608
Si	3.8203	7.6685	13.8542
Si	7.1116	14.8817	11.5288
Si	9.0388	-2.1205	10.5292
Si	2.5461	15.321	15.5366
Si	1.4603	3.5984	12.9757
Si	4.5501	11.6178	19.6491
Si	6.4887	12.029	11.7198
Si	15.2504	7.8245	9.2504
Si	12.555	13.7966	20.0771
Si	0.1317	11.175	18.9034
Si	3.3828	5.6455	11.5606
Si	7.25	2.1287	21.5919
Si	6.7554	8.4054	13.9525
Si	-5.5329	11.1991	14.5918
Si	1.6849	16.3027	18.5202
Si	4.4161	10.747	9.884
Si	2.2837	11.8683	11.575
Si	0.2915	0.8555	12.0618
Si	9.5371	0.7189	9.8514
O	4.8207	3.3628	13.4676
O	8.7461	9.8268	9.7951
O	7.0895	8.6527	21.0763
O	6.8316	7.6915	15.4153
O	11.1793	14.5044	20.6186
O	5.0302	11.3328	18.0933
O	10.5839	11.1841	11.0223
O	7.072	9.9817	14.195
O	0.4985	18.0716	13.7529
O	6.9916	4.7864	13.0388
O	12.237	12.7475	18.8467
O	1.8878	15.0036	19.504
O	10.1226	11.1152	18.7909
O	0.6773	15.8362	12.1374
O	9.3652	0.1953	17.966
O	-0.1142	9.5003	15.2038
O	2.3524	4.3878	11.83
O	13.7216	15.9271	16.9919
O	6.2405	2.8359	11.2952
O	4.5901	10.6224	14.8904
O	9.1401	12.8149	20.5252
O	7.6789	-1.8071	18.4437
O	6.305	13.6813	17.9688
O	1.8437	13.8686	15.2842
O	8.8177	1.7069	21.8417
O	1.6296	12.8591	21.2681
O	3.8887	9.2061	10.1194
O	3.1637	6.5748	12.8701
O	-0.4689	4.5973	16.2577
O	5.7346	6.4564	21.6304
O	11.7287	3.36	18.5469
O	2.7805	11.4932	13.0744
O	-2.1646	5.678	12.8988
O	-0.5107	14.5701	16.113
O	5.71	10.932	20.5701
O	7.175	17.8952	18.3215
O	5.8226	10.922	10.7098
O	6.5879	11.9366	15.9519
O	9.7662	5.1185	18.5195
O	0.2009	11.2439	8.5678
O	3.2313	6.5696	10.2223
O	14.1208	17.5582	19.1336
O	0.6835	10.3665	17.6128
O	-0.3259	8.9473	9.7671
O	3.7249	6.0925	17.754
O	5.286	8.138	13.313
O	4.4582	13.259	19.7884
O	3.1369	10.9977	20.1334
O	8.0005	6.8844	17.6199
O	3.5224	11.9545	10.5333
O	-0.8126	14.0922	10.8854
O	5.0053	4.8003	19.7278
O	8.9631	12.5958	9.5537
O	3.2768	6.5396	20.314
O	13.8101	2.8569	14.2343
O	-3.5416	11.5621	11.79
O	1.5591	-0.0776	11.6198
O	3.9633	7.0111	15.334
O	13.6921	5.1901	15.8719
O	1.4203	10.6261	10.9523
O	8.5601	1.0102	15.535
O	6.6333	2.7413	15.2853
O	5.3839	2.423	18.9344
O	0.2742	6.9065	15.1628
O	10.4772	8.1042	13.222
O	-2.6631	3.2884	14.0864
O	6.6024	0.9103	20.7077
O	2.1643	10.8362	15.5761
O	4.4379	8.7123	21.3877
O	-2.1347	7.8999	15.6899
O	5.9543	12.1338	13.2602
O	-0.2252	13.7524	13.5425
O	7.1715	3.47	20.6642
O	-8.7792	8.9486	13.8499
O	-0.1451	12.0526	15.6108
O	8.2961	5.5151	15.3084
O	4.9056	18.4741	11.4441
O	4.1772	1.8215	15.5431
O	8.0332	6.3055	20.186
O	-6.946	4.4536	15.8912
O	9.455	2.7844	17.3336
O	6.3006	0.1346	11.1006
O	8.4043	15.0398	10.5629
O	-3.7621	7.8093	12.9117
O	0.6132	10.5418	20.3352
O	-2.1828	7.4007	10.8721

Results
free energy: -211912.799 eV
free energy less fixed offsets of As -4856.12, O -568.88, Si -635.61 eV per atom: -5.179 eV

Forces (eV/angstrom), in the order of the atoms: element, x, y, z
Si	-0.0307	-0.0243	0.0351
As	0.0053	-0.0052	-0.0002
As	-0.0003	0.0052	-0.0193
As	0.0019	-0.0043	0.0057
Si	0.0198	-0.0139	0.0152
As	0.0067	0.0001	0.0059
As	-0.0001	-0.0006	0.0071
Si	0.0093	-0.0005	-0.0009
Si	-0.0099	-0.0134	0.0106
Si	-0.0135	-0.0166	0.0175
Si	-0.0167	-0.0021	0.0264
As	0.0005	-0.0038	-0.0053
Si	0.0074	0.0163	-0.0325
Si	-0.0084	0.007	-0.0191
Si	-0.0149	0.0078	0.0271
Si	0.0099	0.003	-0.0017
Si	-0.0063	0.0226	-0.0069
Si	-0.0088	0.0049	-0.0087
Si	0.011	0.0083	-0.0102
Si	0.0066	0.0052	-0.0188
Si	-0.0005	0.0022	-0.0093
Si	0.0125	-0.0031	-0.0224
Si	-0.0033	-0.0115	0.0053
Si	0.0125	0.007	0.0192
Si	0.0009	-0.0007	0.0265
Si	0.0032	-0.0049	0.0129
Si	0.0085	0.0023	-0.0159
Si	-0.008	-0.0022	0.0021
Si	0.0077	-0.0024	0.0018
Si	-0.0018	-0.0013	0.0047
Si	0.0021	-0.0024	0.0097
Si	-0.01	0.0039	0.005
Si	-0.0017	-0.004	0.0127
Si	-0.0125	0.009	0.0148
Si	-0.0179	0.0074	0.0008
Si	0.0025	-0.0051	-0.014
Si	-0.0048	0.0018	-0.0019
Si	0.0007	-0.0015	-0.0004
Si	-0.0048	0.0037	-0.0029
Si	0.0066	0.0043	-0.0002
Si	-0.0129	-0.006	-0.0113
Si	0.0051	-0.0054	-0.0056
Si	-0.005	-0.0012	-0.0027
Si	0.0153	0.0086	-0.007
Si	0.0055	-0.0026	-0.0024
Si	-0.0065	0.001	-0.0085
Si	0.0284	-0.0025	-0.0061
Si	-0.0024	-0.0008	-0.003
Si	0.0317	-0.0456	-0.1134
Si	-0.0733	0.0761	0.1834
Si	0.0912	-0.0337	0.2158
Si	-0.0352	-0.1046	0.1116
Si	0.0879	0.0075	-0.1716
Si	-0.0995	0.0887	-0.0011
Si	-0.0234	0.0336	-0.0816
Si	-0.0961	-0.1182	-0.2793
Si	0.1343	0.0566	0.0502
Si	0.0924	-0.0553	-0.0514
Si	-0.1852	0.0129	-0.0669
Si	-0.0936	-0.0566	0.1963
Si	0.041	-0.0499	0.1777
Si	-0.076	-0.0188	0.0063
Si	0.1575	0.0148	-0.0161
Si	0.0077	0.0206	-0.1064
Si	0.0389	-0.0126	0.0184
Si	0.0318	-0.04	-0.0408
Si	0.0005	0.0815	0.1288
Si	0.0027	-0.0725	-0.0693
Si	-0.0155	-0.0155	0.0056
Si	-0.116	0.0866	0.0803
Si	0.1201	0.0473	-0.2517
Si	-0.0343	-0.0153	0.3019
Si	-0.0046	-0.0016	0.0028
Si	0.0038	-0.0003	-0.0001
Si	-0.0079	-0.0037	-0.0011
Si	0.0029	0.0026	-0.0051
Si	-0.0106	0.0018	-0.0027
Si	0.0034	0.0088	-0.0015
Si	-0.0009	-0.0091	0.0032
Si	0.0013	-0.0035	0.0022
Si	-0.0035	0.0091	0.0069
Si	-0.001	0.0067	0.0068
Si	0.0003	-0.0004	0.0091
Si	0.0032	-0.0011	-0.0021
Si	0.0021	-0.0044	-0.009
Si	0.0047	0.0008	-0.0131
Si	-0.0039	-0.0049	-0.0165
Si	0.0014	-0.0004	-0.002
Si	0	-0.0008	0.0004
Si	0.0022	-0.0054	0.0016
Si	0.0011	0.0073	-0.0098
Si	0.0055	-0.0052	-0.0053
Si	-0.0054	-0.0091	-0.0127
Si	-0.0046	-0.001	-0.0068
Si	0.0037	0.0096	-0.002
Si	0.0097	0.0072	-0.0079
Si	-0.0109	-0.007	0.0009
Si	-0.0029	-0.0058	0.0098
Si	-0.0022	-0.0022	0.0127
Si	-0.0027	0.0146	-0.0063
Si	-0.0015	0.0021	-0.0115
Si	-0.0001	0.0093	-0.0032
Si	-0.0145	0.0179	0.0082
Si	-0.0129	0.0132	0.0011
Si	-0.0008	0.0062	0.0055
Si	-0.0032	-0.0181	0.0071
Si	0.0086	-0.0079	0.0014
Si	0.0074	-0.0118	0.0052
As	0.0028	-0.0014	0.003
As	-0.0104	-0.0034	0
Si	0.0129	0.0038	-0.008
As	-0.003	-0.0014	0.0039
As	0.0027	0.0093	0.002
As	0.0117	0.0003	-0.0021
Si	0.0226	-0.0108	0.0014
Si	-0.0036	0.0004	0.0104
Si	0.0075	-0.0082	-0.0025
Si	0.0146	0.0079	-0.0204
Si	-0.0051	-0.0009	0.0036
As	-0.0083	0.0047	-0.0035
O	0.0009	0.0059	0.0084
O	0.0056	0.0033	0.0039
O	-0.0016	-0.0013	0.0037
O	-0.0048	-0.0033	-0.0092
O	0.0016	0.005	0.0026
O	-0.0003	0.0026	-0.0008
O	0.0018	0.0042	-0.0134
O	-0.0035	0.0014	-0.0133
O	-0.0026	0.0086	-0.0312
O	0.0041	0.0128	-0.0205
O	-0.0037	0.0003	-0.0226
O	0.0071	0.0028	-0.0185
Si	-0.004	-0.002	0.0053
Si	0.0007	-0.0032	0.0156
Si	0.0029	0.007	-0.006
Si	-0.0005	-0.0008	-0.0089
Si	-0.002	0.001	-0.003
Si	0.0115	0.0004	0.0011
Si	0.0042	-0.0036	0.013
Si	0.0034	0.0022	-0.0021
Si	0.0014	0.0033	-0.002
Si	0.0018	-0.0004	0.0012
Si	0.0042	0.0033	0.0005
Si	0.0048	-0.0041	-0.0076
Si	-0.0036	-0.0012	0.0035
Si	-0.014	0.0108	0.0016
Si	0.0041	0.0042	-0.0048
Si	0.002	0.0015	-0.0003
Si	0.0028	0.0098	0.0021
Si	0.0042	-0.0039	-0.001
Si	-0.0008	-0.0064	0.0022
Si	-0.003	-0.0004	-0.0012
Si	0.0008	-0.0012	-0.0097
Si	0.0106	-0.0077	0.002
Si	-0.0052	0.0052	-0.0063
Si	0.0015	-0.0001	-0.0026
Si	-0.0017	0.0005	0.0107
Si	-0.0003	0.0015	-0.0036
Si	0.0007	0.002	-0.0075
Si	-0.0093	0.0068	0.0094
Si	0.0026	0.0031	0.0006
Si	0.0042	-0.0006	-0.0012
Si	-0.0011	0.0019	-0.0004
Si	-0.0012	0.0059	0.0008
Si	-0.0021	-0.0064	-0.0052
Si	-0.0063	-0.0052	0.001
Si	-0.001	0.0023	0.0164
Si	-0.0075	0.0091	0.0019
Si	0.0024	-0.0035	-0.0096
Si	-0.0023	0.0038	-0.0052
Si	-0.0033	-0.0029	0.018
Si	0.0016	0.0028	-0.0002
Si	-0.0011	0.0026	-0.0005
Si	-0.0016	0.0059	-0.0043
Si	-0.0021	-0.0068	-0.0019
Si	0.0119	-0.0105	-0.0006
Si	0.0003	0.0031	0.0044
Si	-0.0001	0.0022	0.0011
O	0.0023	-0.0038	0.0087
O	0.0017	0.006	-0.0025
O	-0.0009	0.0023	0.0006
O	0.0069	-0.0025	0.002
O	0.0033	-0.0084	0.002
O	0.0013	-0.0016	-0.0023
O	0.005	0.0009	-0.0055
O	-0.0018	-0.0007	-0.0027
O	0.0025	0.0006	-0.0017
O	0.0021	0.0003	-0.0063
O	-0.0015	-0.0024	0.0009
O	-0.0007	0.0025	0.0026
O	0.0039	0.0008	-0.0013
O	0.0003	-0.0045	-0.0029
O	0.0011	-0.0003	0.0013
O	0.0013	0.0062	0.0035
O	0.0022	0.0039	-0.0007
O	0.0012	0.001	-0.0008
O	0.0013	-0.0008	-0.0041
O	-0.0001	0.0023	-0.005
O	0.0028	0.0034	-0.0014
O	-0.0025	0.0012	-0.001
O	0.0011	-0.005	0.0016
O	-0.0004	0.0049	-0.0013
O	0.0064	-0.0044	-0.0079
O	0.0019	0.0002	-0.0036
O	0.0032	0.008	-0.0099
O	0.0063	0.0007	0.0016
O	0.0003	-0.0015	0.0036
O	0.0017	0.0026	-0.002
O	0.0013	-0.003	0.0008
O	-0.0055	-0.0056	-0.014
O	-0.0018	0.005	-0.0046
O	0.0001	-0.0007	-0.0023
O	-0.0018	0.0068	-0.0026
O	-0.003	0.0017	0.0057
O	-0.0021	0.0087	-0.0006
O	-0.0011	-0.0004	0.0034
O	-0.0013	-0.0006	0.0026
O	-0.0054	-0.008	0.0298
O	0.0023	-0.0067	0.0052
O	0.009	0.009	-0.0007
O	-0.0011	0.004	0.0012
O	-0.0055	0.0007	-0.0065
O	0.002	-0.0135	-0.0086
O	0.0011	0.0001	-0.001
O	-0.0021	-0.0028	0.0073
O	-0.0004	0.0045	-0.0022
O	-0.0012	0.004	-0.005
O	-0.0129	-0.0054	0.0197
O	0.001	-0.0022	-0.0046
O	-0.0266	0.004	-0.0092
O	0.0005	-0.0031	-0.0006
O	0.0018	-0.0083	-0.012
O	0.0014	0.0018	-0.0018
O	-0.0044	0.0042	-0.0015
O	-0.0009	0.0011	-0.0024
O	-0.0048	-0.0058	-0.0009
O	0.007	0.0033	0.0024
O	0.016	0.0214	0.0017
O	-0.0002	-0.0006	-0.0024
O	-0.0019	0.0007	-0.0028
O	-0.0042	-0.0016	-0.0013
O	0.0004	0.0035	0.0001
O	-0.0022	-0.0008	-0.0029
O	-0.0012	-0.0009	-0.0006
O	-0.0031	-0.0051	-0.0056
O	0.0056	-0.0104	-0.0136
O	0.0058	0.0055	0.0001
O	-0.0067	-0.0062	0.0023
O	0.0016	-0.0001	-0.0018
O	0.0037	0.0016	-0.0062
O	-0.0031	0.0034	-0.012
O	0.0104	-0.0087	-0.0036
O	-0.0001	0.0003	0.0009
O	-0.0041	0.0116	0.0025
O	-0.0095	0.0037	-0.0048
O	0.0039	0.0065	-0.0031
O	0.0021	-0.004	-0.0071
O	-0.0131	0.0147	-0.0029
O	0.0016	0.0006	-0.0006
O	0.0039	-0.0001	-0.0083
O	-0.0027	0.0002	-0.0072
O	-0.002	0.0013	-0.0018
O	0.0004	0.0044	0.0009
O	0.0027	0.0036	0.0025

The program warned: the cutoff lies below the one the program advises for these potential files; the forces do not sum to zero within the program's tolerance; the exchange-correlation potential is rough where the density is thin.
